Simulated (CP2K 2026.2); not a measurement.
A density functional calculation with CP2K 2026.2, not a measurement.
Periodic cell of 504 atoms, Si360O144, from a study of silicon, its oxide and their interface. The atomic structure is a simulated model.
Doubt: the forces sum to 2.23 eV/angstrom along one axis rather than to zero, so they err by at least 0.0044 eV/angstrom per atom on average; the grid cutoff is modest.

Settings: functional PBE; method Gaussian and plane waves; basis set DZVP-MOLOPT-SR-GTH; pseudopotentials GTH-PBE; grid cutoff 300 Ry, relative cutoff 40 Ry; k points Gamma only; occupations fixed; spin none; net charge 0.

Cell vectors (angstrom)
a 16.32 0 0
b 0 16.32 0
c -1.765 -5.0566 33.8474

Atoms and the computed forces on them: element, x, y, z (angstrom), force x, y, z (eV/angstrom)
Si 0.912 1.679 -0.055 0.171 -0.458 0.488
Si -6.559 7.803 -3.087 0.002 -0.063 0.128
Si 2.071 5.498 -1.94 0.318 0.059 -0.526
Si 3.139 5.609 -3.985 -0.243 -0.136 0.655
Si -0.554 -5.96 1.585 0.042 0.03 0.02
Si 1.303 -3.133 -4.898 0.009 0.066 -0.046
Si 2.908 -0.857 -4.385 0.33 0.069 -0.126
Si 0.887 -2.351 25.641 -0.049 0.031 -0.045
Si 4.049 4.108 0.072 0.12 -0.022 0.528
Si 7.249 6.497 -0.015 -0.037 0.267 0.641
Si 2.143 7.662 1.367 -0.035 -0.059 -0.018
Si -5.004 -5.06 1.615 0.001 0.02 -0.023
Si -0.54 -3.297 -2.375 -0.004 -0.115 0.077
Si -4.888 0.469 1.695 -0.008 0.069 -0.045
Si -8.03 3.633 -5.905 -0.033 0.027 0.146
Si -3.918 8.052 0.21 -0.069 0.593 0.118
Si -5.476 -5.945 -2.115 -0.098 -0.237 0.687
Si -2.344 -5.649 -2.681 -0.016 -0.012 0.064
Si -0.3 -0.144 1.009 0.006 -0.019 -0.042
Si 2.648 2.673 1.313 -0.006 -0.014 0.01
Si 0.347 5.939 1.543 0.298 0.223 0.445
Si 2.053 -8.044 -0.926 0.079 -0.134 0.613
Si 3.654 -4.965 -3.932 0.075 0.158 0.058
Si 3.125 -2.533 1.296 -0.384 -0.181 0.736
Si 5.199 -0.199 1.547 0.187 0.108 0.753
Si -8.101 2.597 1.357 -0.007 -0.056 -0.04
Si 5.545 5.43 1.325 0.035 0.037 0.093
Si -7.816 8.292 1.112 -0.065 -0.011 -0.045
Si -7.42 -3.617 -3.182 0.035 -0.002 -0.02
Si -8.461 -3.023 1.325 0.048 0.018 -0.101
Si -4.059 -1.416 2.835 0.006 -0.023 -0.022
Si -3.285 2.272 1.581 -0.038 -0.207 0.567
Si -5.422 5.495 1.501 -0.39 -0.438 0.204
Si -2.288 8.71 1.717 0.069 0.05 0.008
Si -5.78 -6.746 0.11 0.091 0.031 -0.05
Si -1.484 -4.235 2.889 0.006 0.028 -0.033
Si -1.414 1.259 2.609 0.025 0.048 -0.032
Si 1.377 4.127 2.685 -0.047 -0.038 -0.01
Si -1.326 6.907 2.866 -0.001 -0.01 -0.009
Si 1.282 9.41 2.725 0.015 -0.013 -0.009
Si -3.215 -3.302 1.62 -0.307 -0.142 0.507
Si 1.25 -1.442 2.393 0.013 -0.015 -0.073
Si 3.966 1.362 2.756 0.029 -0.055 -0.008
Si 6.779 3.96 2.694 0.015 0.047 -0.036
Si 4.048 6.791 2.572 -0.031 0.039 -0.006
Si 6.944 9.626 2.406 -0.02 0.006 -0.029
Si 4.239 12.302 2.742 -0.011 0.004 -0.012
Si -9.499 -1.417 2.749 -0.029 -0.006 -0.012
Si -6.738 1.379 2.803 -0.011 0.004 -0.019
Si -4.138 4.059 2.833 -0.005 0.011 0.023
Si -6.841 6.848 2.757 0.023 0.034 -0.005
Si -4.002 -6.665 3.028 -0.033 0.006 -0.017
Si -6.793 -4.013 2.722 -0.022 0.031 -0.017
Si -4.877 -0.316 -0.457 0.11 0.193 0.595
Si -2.641 -0.074 4.131 0.01 0.033 -0.02
Si -0.043 2.706 3.949 -0.015 -0.011 0.024
Si -2.71 5.443 4.087 0.026 -0.013 0.016
Si 0.029 8.173 4.28 0.003 0.011 -0.014
Si -2.715 -5.417 4.454 0.023 -0.042 0.013
Si 0.006 -2.757 3.956 -0.017 0.025 -0.017
Si 2.564 -0.078 3.96 -0.006 -0.03 0.005
Si 5.389 2.686 4.087 0.003 -0.004 0.005
Si 2.781 5.427 4.067 -0.007 0.045 -0.041
Si 5.462 8.255 3.817 0.022 0.002 -0.032
Si 2.754 10.859 3.93 -0.014 0 -0.013
Si 5.471 -2.688 4.196 0.027 0.008 0.011
Si -8.135 -0.023 4.073 -0.027 -0.017 0.009
Si -5.492 2.761 4.225 0.041 -0.051 -0.024
Si -8.215 5.415 4.041 0.008 -0.045 -0.018
Si -5.44 8.163 4.131 -0.006 -0.021 0.006
Si -8.12 -5.458 4.016 -0.044 0.025 0.019
Si -5.523 -2.655 4.167 -0.003 -0.014 0.018
Si -1.285 -1.412 5.453 0.039 0 0.001
Si 1.3 1.342 5.359 -0.021 0.024 -0.011
Si -1.348 4.055 5.399 0.015 -0.022 0.031
Si 1.427 6.76 5.484 0.002 -0.021 -0.001
Si -1.316 9.504 5.651 -0.005 -0.021 0.029
Si 1.392 12.221 5.33 -0.014 0.006 0.02
Si 4.003 -1.334 5.41 -0.001 0.026 -0.01
Si 6.785 1.335 5.41 0.011 0.01 0.045
Si 4.09 4.075 5.453 -0.026 -0.012 0.015
Si 6.735 6.846 5.308 -0.004 -0.009 -0.008
Si 4.118 9.526 5.315 0.012 -0.018 0.011
Si -9.478 12.205 5.442 -0.005 0 -0.02
Si -6.839 -1.326 5.531 -0.003 0.026 0.016
Si -4.057 1.331 5.447 -0.037 0.01 0.003
Si -6.859 4.132 5.505 0.009 0.043 0.007
Si -4.068 6.794 5.463 -0.02 0.009 0.016
Si -6.808 -6.788 5.453 -0.01 -0.03 -0.005
Si -4.153 -3.994 5.577 0.002 0.004 -0.037
Si 0.013 -0.002 6.8 0.016 -0.007 0.005
Si 2.692 2.69 6.746 0.003 -0.036 -0.009
Si 0.022 5.396 6.79 -0.014 -0.007 0.017
Si 2.791 8.173 6.76 -0.007 0.004 0.017
Si 0.076 10.926 6.838 0.025 0 0.005
Si 2.702 -2.741 6.761 -0.008 -0.015 0.001
Si 5.395 0.004 6.774 0.017 -0.002 0.007
Si 8.114 2.72 6.804 -0.01 -0.021 -0.002
Si 5.442 5.479 6.759 -0.001 0.028 -0.008
Si -8.2 8.15 6.747 0.001 0.007 -0.025
Si -10.88 10.86 6.759 -0.006 0.011 0.005
Si 8.143 -2.738 6.837 0.011 -0.003 0.023
Si -5.433 0.022 6.837 0.004 -0.004 0.008
Si -2.709 2.716 6.791 0.01 -0.004 -0.011
Si -5.447 5.463 6.831 0.013 -0.014 -0.004
Si -2.727 8.119 6.884 -0.013 0.002 0.001
Si -5.482 -5.433 6.858 0.005 0.015 0.008
Si -2.7 -2.681 6.852 -0.029 0.012 -0.006
Si -1.356 1.341 13.604 0.011 -0.022 0.005
Si 1.399 4.104 13.606 -0.011 0.005 -0.006
Si -1.33 6.827 13.555 -0.007 -0.001 -0.002
Si 1.39 9.52 13.581 0.01 -0.016 -0.013
Si -1.361 -4.079 13.594 0.001 -0.001 0.001
Si 1.353 -1.384 13.61 0.008 -0.016 -0.008
Si 4.061 1.372 13.587 -0.018 0.025 0
Si 6.805 4.074 13.603 0.021 -0.029 -0.016
Si 4.11 6.798 13.638 -0.003 -0.001 0
Si -9.522 9.512 13.662 -0.009 0.005 0.005
Si 4.077 -4.089 13.619 -0.013 0.002 -0.01
Si 6.793 -1.377 13.577 0.01 0.003 -0.001
Si -6.835 1.367 13.575 -0.022 0.018 -0.017
Si -4.089 4.079 13.56 0.008 0.004 -0.001
Si -6.814 6.825 13.604 -0.01 0.009 -0.003
Si -4.071 9.539 13.586 0.014 -0.007 0
Si -6.814 -4.092 13.612 0.019 -0.002 0
Si -4.114 -1.361 13.592 -0.011 0.017 -0.003
Si -2.749 -0.014 14.952 -0.005 0.013 0.003
Si 0.033 2.72 14.918 0.005 0.026 0.002
Si -2.713 5.464 14.861 -0.003 -0.01 -0.016
Si 0.033 8.175 14.935 -0.004 -0.004 -0.011
Si -2.708 -5.435 14.964 -0.017 -0.008 -0.006
Si -0.012 -2.74 14.979 0.023 0.008 0.005
Si 2.717 -0.012 14.94 -0.007 -0.015 -0.007
Si 5.425 2.722 14.953 0.019 0.014 -0.009
Si 2.774 5.435 15.016 -0.003 -0.018 -0.003
Si 5.455 8.139 15.045 0.021 -0.007 0.002
Si 2.731 10.857 14.98 0.005 0.016 -0.009
Si 5.454 -2.733 14.958 -0.007 0.004 -0.02
Si -8.189 -0.005 14.932 0.03 0.017 -0.007
Si -5.462 2.725 14.913 -0.011 -0.01 -0.007
Si -8.16 5.45 14.961 -0.019 0.004 -0.007
Si -5.459 8.211 14.942 -0.009 -0.019 -0.004
Si -8.156 -5.441 15.014 0.008 -0.003 0.002
Si -5.475 -2.714 14.966 -0.027 -0.009 0.003
Si -1.405 -1.382 16.318 -0.038 -0.016 -0.006
Si 1.386 1.367 16.297 -0.018 -0.007 0.032
Si -1.38 4.082 16.194 0.015 0.019 -0.025
Si 1.387 6.827 16.315 -0.002 0.042 -0.002
Si -1.298 -6.776 16.31 0.022 -0.004 -0.021
Si 1.352 -4.12 16.332 -0.017 -0.01 -0.002
Si 4.095 -1.363 16.285 0.014 0.016 0
Si -9.584 1.312 16.285 -0.04 -0.043 0.019
Si 4.161 4.085 16.406 -0.021 0.028 -0.002
Si -9.504 6.744 16.407 0.018 -0.007 0.005
Si 4.104 9.537 16.383 -0.045 0.005 -0.008
Si -9.516 -4.064 16.364 0.002 0.005 -0.007
Si -6.857 -1.352 16.32 -0.006 -0.016 0.016
Si -4.144 1.35 16.281 -0.002 -0.001 -0.02
Si -6.761 4.118 16.286 0.009 0.008 0.012
Si -4.051 6.842 16.202 0.026 0.008 -0.042
Si -6.804 9.516 16.394 0.004 0.013 0.01
Si -4.106 -4.084 16.305 0.033 0 0.003
Si -0.091 0.075 17.603 0.007 -0.049 -0.02
Si 2.843 2.624 17.685 0.028 0.005 -0.027
Si -0.015 5.406 17.542 -0.028 0.028 -0.01
Si 2.709 8.203 17.733 -0.004 -0.052 -0.023
Si 0.022 -5.451 17.768 0.014 0.021 -0.021
Si 2.741 -2.733 17.601 0.006 -0.002 -0.007
Si 5.42 -0.064 17.73 0.013 0.008 -0.052
Si -8.195 2.72 17.508 0.023 0.02 0.012
Si 5.501 5.422 17.883 -0.016 0.02 -0.022
Si -8.113 8.073 17.76 -0.011 -0.02 -0.042
Si 5.496 10.878 17.752 0.007 -0.009 0.048
Si -8.235 -2.642 17.745 0 0.013 -0.039
Si -5.459 -0.045 17.67 0.034 0.005 0.007
Si -2.795 2.789 17.539 -0.043 0.009 -0.017
Si -5.343 5.516 17.602 0.007 -0.028 -0.012
Si -2.698 -8.148 17.566 -0.028 -0.013 -0.02
Si -5.46 -5.379 17.724 0.012 -0.019 0.022
Si -2.746 -2.777 17.7 0.033 0.023 0.002
Si -1.558 1.43 18.915 -0.017 0.01 0.029
Si 1.349 3.99 18.808 0.007 0.051 0.067
Si -1.387 6.748 18.88 0.032 -0.061 0.076
Si 1.395 -6.78 19.183 0.034 -0.002 0.027
Si -1.388 -4.108 19.112 -0.044 -0.028 -0.021
Si 1.324 -1.325 18.809 0.022 -0.006 0.026
Si 4.168 1.284 19.187 -0.009 0.036 0.042
Si -9.363 3.953 19.13 0.016 -0.012 0.03
Si 4.044 6.877 19.142 0 -0.049 0.037
Si -9.45 9.456 19.103 -0.011 0.007 0.028
Si 4.117 -4.009 19.044 0.005 0.059 0.027
Si 6.738 -1.337 19.233 0.001 0.011 0.03
Si -6.905 1.356 18.87 -0.08 0.021 -0.046
Si -4.028 4.154 18.992 -0.032 -0.033 -0.006
Si -6.64 6.77 19.095 -0.083 0.006 0.029
Si -3.998 -6.772 18.945 0.069 -0.007 0.007
Si -6.844 -3.95 19.068 0.014 -0.009 0.026
Si -5.547 -2.599 20.545 -0.039 -0.057 -0.044
Si -1.058 -0.821 21.482 -0.045 -0.037 0.044
Si -0.068 2.71 20.169 0.043 0.009 -0.006
Si -2.638 5.451 20.433 0.002 0.013 0.146
Si -0.069 8.042 20.303 0.06 0.059 -0.006
Si -2.736 -5.492 20.492 0.021 0.017 0.016
Si -0.06 -2.55 20.229 -0.026 0.022 0.047
Si 2.594 -0.094 20.342 0 -0.028 0.1
Si 6.067 2.17 20.46 0.237 -0.264 -0.427
Si 2.62 5.342 20.223 -0.36 0.416 -0.299
Si 5.305 8.363 20.533 -0.071 0.026 0.004
Si 2.762 -5.273 20.474 -0.046 -0.059 0.044
Si 5.311 -2.702 20.658 0.017 -0.025 0.084
Si -8.374 0.329 20.428 0.016 0.027 0.006
Si -5.815 3.058 20.036 -0.119 0.233 -0.492
Si -7.424 4.813 20.224 0.011 0.039 0.039
Si -5.258 -8.094 20.396 0.068 -0.064 0.066
Si -8.103 -5.419 20.385 0.067 -0.006 0.014
Si -4.12 -1.43 19.05 -0.016 0.027 0.011
Si -2.931 0.103 20.34 0.002 -0.048 0.037
Si 0.668 0.824 21.345 -0.033 -0.081 -0.596
Si -0.781 4.445 21.567 0.021 0.299 -0.548
Si 0.843 6.22 21.5 -0.093 -0.016 0.008
Si -1.795 -7.386 21.647 -0.249 -0.153 -0.539
Si 1.635 -3.485 21.505 0.335 0.213 -0.446
Si 3.32 -1.773 21.839 -0.027 -0.07 -0.018
Si -8.135 4.568 25.18 -0.092 0.083 -0.016
Si 4.133 6.151 24.161 -0.01 -0.16 -0.14
Si 6.227 7.474 22.427 -0.232 0.061 -0.579
Si 4.54 -6.09 21.846 -0.026 0.105 -0.061
Si 6.438 -4.579 21.692 -0.011 0.074 -0.024
Si -6.622 -0.81 21.875 -0.025 0.077 0.017
Si -4.702 0.907 21.812 -0.166 -0.625 -0.396
Si -7.777 5.641 22.348 0.137 -0.367 -0.683
Si -3.541 7.225 21.724 0.159 0.227 -0.679
Si -6.132 -6.187 21.523 0.083 0.24 -0.646
Si -4.463 -4.412 21.751 0.019 0.086 0.138
Si -3.669 -3.567 23.898 -0.234 -0.419 -0.543
Si -3.231 3.665 -1.332 0.064 -0.105 0.116
Si -3.446 0.878 24.625 0.124 0.033 -0.055
Si 5.203 0.744 -3.943 0.44 -0.213 -0.324
Si -2.367 -7.125 -5.392 0.006 -0.045 0.03
Si -0.135 -5.741 -0.692 -0.087 0.013 0.624
Si -9.732 -4.439 -5.117 0.05 0.128 -0.039
Si -4.274 6.386 -2.009 0.104 0.129 -0.067
Si -1.868 -0.17 -7.215 0.038 0.045 0.014
Si -9.745 2.269 25.949 -0.074 0.153 0.074
Si 5.184 -1.685 -2.815 -0.001 0.084 0.085
Si 4.187 3.591 22.26 0.1 0.022 0.073
Si -7.435 -7.971 23.357 -0.024 -0.05 -0.026
Si 2.029 1.839 23.781 -0.034 -0.011 0.012
Si -6.812 1.191 -4.627 -0.02 -0.151 0.023
Si -3.754 6.314 24.82 -0.068 -0.002 -0.117
Si 4.317 -3.907 -1.059 -0.017 0.019 -0.004
Si -2.573 3.648 25.925 -0.093 0.075 -0.102
Si -9.233 -4.455 23.962 -0.294 -0.193 -0.628
Si -7.491 -1.825 -0.595 -0.255 -0.307 0.503
Si -1.926 -1.438 -0.417 0.248 0.275 0.509
Si 1.434 -4.737 24.216 -0.05 -0.01 -0.048
Si -10.404 2.865 -2.15 0.017 -0.149 0
Si -5.562 2.276 -2.096 0.078 0.024 0.134
Si 0.052 4.01 24.54 -0.032 -0.042 -0.355
Si -1.637 1.166 -4.572 0.031 -0.078 -0.147
Si -6.9 4.215 0.13 0.202 -0.074 0.612
Si -9.459 -2.051 -7.212 -0.078 0.067 0.163
Si -5.494 -2.686 -5.522 0.032 -0.091 -0.037
Si -0.004 -7.491 24.225 0.223 -0.57 -0.233
Si 4.304 -5.609 24.232 0.254 -0.35 -0.459
Si -6.291 5.952 -5.603 0.061 -0.02 0.004
Si -1.444 -1.391 23.743 0.104 0.222 -0.704
Si -0.378 4.244 -0.889 -0.031 0.096 0.099
Si 1.027 1.293 -3.206 0.027 0.099 -0.071
Si -10.132 4.896 -4.102 -0.022 0.035 0.017
Si -3.429 6.248 -5.067 0.032 -0.008 0.026
Si -9.282 -0.432 -4.654 -0.503 0.381 0.139
Si -4.075 -0.257 -5.275 0.016 0.047 -0.023
Si 6.006 11.57 1.301 0.35 0.004 0.5
Si -9.004 -6.256 -7.375 0.107 -0.038 0.01
Si -9.556 7.525 -2.85 -0.044 -0.109 0.035
Si -1.992 -7.936 26.419 -0.071 0.068 -0.055
Si -8.995 1.029 -0.239 0.274 0.32 0.474
Si 3.957 -7.824 -3.288 0.014 -0.091 0.1
Si -1.719 3.796 -5.797 0.017 0.026 -0.007
Si -5.18 -1.361 25.469 0.039 -0.058 0.153
Si -4.249 -5.227 -7.022 0.023 0.076 -0.102
Si -10.221 -0.411 25.005 -0.051 0.12 0.088
Si 1.388 3.57 -5.475 -0.119 0.005 0.136
Si -7.709 -1.584 23.973 0.512 0.113 -0.553
Si 3.22 -0.972 24.146 -0.23 -0.046 -0.777
Si 1.111 6.771 23.757 -0.463 0.399 -0.442
Si -8.397 -6.91 25.693 -0.051 0.118 0.054
Si -1.358 1.354 8.158 -0.022 -0.001 0.002
Si 1.368 4.044 8.151 -0.009 -0.002 0.003
Si -1.336 6.753 8.18 0.002 -0.001 0.014
Si 1.428 9.525 8.149 0.014 0.015 0.014
Si -1.337 -4.064 8.18 0.002 -0.001 -0.013
Si 1.369 -1.37 8.15 -0.001 0.018 0.002
Si 4.058 1.368 8.141 0.007 0.017 -0.002
Si 6.777 4.106 8.143 0.011 0.007 0.003
Si 4.103 6.812 8.151 -0.009 -0.001 0.005
Si -9.535 9.504 8.139 -0.006 -0.013 -0.003
Si 4.079 -4.093 8.125 0.004 -0.002 0.008
Si 6.753 -1.368 8.148 0.001 -0.015 -0.006
Si -6.818 1.379 8.166 0.02 0.008 0.006
Si -4.075 4.078 8.159 -0.014 -0.026 -0.003
Si -6.828 6.826 8.151 0 -0.008 0.001
Si -4.096 -6.799 8.189 -0.008 -0.018 0.012
Si -6.825 -4.077 8.213 -0.004 0.004 0.009
Si -4.072 -1.332 8.197 0.012 0.017 0.008
Si -2.716 0.019 9.544 -0.019 0.014 0.009
Si 0.005 2.705 9.522 0.008 -0.015 -0.005
Si -2.712 5.42 9.539 0.013 -0.012 0.007
Si 0.034 8.159 9.495 0.006 -0.003 -0.005
Si -2.708 -5.436 9.519 0.005 -0.004 0.008
Si 0.009 -2.705 9.535 -0.021 0.018 0.009
Si 2.723 -0.008 9.513 0.017 -0.021 0.009
Si 5.417 2.738 9.497 -0.024 0.012 0.002
Si 2.733 5.436 9.488 -0.004 -0.001 0
Si -10.871 8.158 9.526 0.008 -0.011 0.009
Si 2.753 -5.442 9.531 -0.003 -0.023 0
Si 5.417 -2.735 9.518 -0.001 0.009 0.009
Si -8.184 -0.006 9.5 -0.017 0.003 -0.013
Si -5.447 2.731 9.522 0.002 0.021 0.012
Si -8.172 5.451 9.51 0.016 -0.013 0.004
Si -5.468 8.169 9.533 -0.023 0.016 0.004
Si -8.192 -5.455 9.53 0.013 0.008 0
Si -5.438 -2.712 9.532 0.028 -0.013 -0.005
Si -1.362 -1.356 10.891 0.006 0.011 0.001
Si 1.36 1.347 10.881 -0.018 0.008 0
Si -1.342 4.068 10.893 -0.002 -0.016 0.013
Si 1.391 6.801 10.861 -0.002 -0.016 -0.009
Si -1.338 9.519 10.859 -0.009 0.007 0
Si 1.372 -4.081 10.876 0.002 0.002 -0.01
Si 4.071 -1.367 10.883 -0.012 0.006 0.009
Si 6.778 1.365 10.853 0.007 0.022 0
Si 4.081 4.093 10.875 -0.002 0.001 0.008
Si -9.52 6.803 10.89 -0.007 0.008 0.001
Si -12.217 9.515 10.896 0.018 0.003 0.01
Si 6.776 -4.096 10.889 -0.005 -0.017 0.001
Si -6.819 -1.359 10.873 0.009 -0.005 -0.006
Si -4.089 1.37 10.886 0.015 -0.016 0.005
Si -6.811 4.096 10.869 -0.001 0.007 0.006
Si -4.088 6.801 10.871 -0.002 -0.005 0.003
Si -6.82 9.527 10.898 0.003 -0.006 0.002
Si -4.076 -4.075 10.879 -0.002 0.01 -0.002
Si 0.004 -0.014 12.249 -0.009 -0.005 0.001
Si 2.718 2.73 12.223 -0.005 -0.003 -0.021
Si 0.035 5.448 12.227 0.01 0.024 -0.009
Si 2.75 8.143 12.246 -0.011 0.001 -0.013
Si 0.011 10.88 12.235 0.008 -0.005 0.002
Si 2.721 -2.731 12.25 -0.006 0.003 0.002
Si 5.432 0.005 12.233 0.002 -0.012 0.001
Si 8.14 2.726 12.211 0.008 -0.006 -0.016
Si 5.446 5.441 12.252 -0.003 0.003 0
Si -8.179 8.173 12.258 0.016 -0.004 -0.003
Si -10.877 10.865 12.279 -0.007 -0.007 0.014
Si 8.154 -2.737 12.23 -0.007 -0.006 -0.011
Si -5.464 0.006 12.231 0.005 0.011 0
Si -2.71 2.71 12.241 -0.002 0.015 0.007
Si -5.459 5.456 12.234 -0.003 -0.013 0.002
Si -2.717 8.174 12.214 0.005 -0.01 0
Si -5.443 -5.427 12.238 0.013 0.004 -0.005
Si -2.729 -2.716 12.245 0 -0.006 0.003
O -4.312 -1.806 -4.852 0.48 -0.239 0.297
O -7.168 6.486 -6.816 -0.033 -0.322 -0.119
O -3.179 2.784 0.018 0.155 0.238 -0.29
O 4.578 4.908 -4.258 -0.066 -0.472 0.047
O -1.726 4.062 -1.759 0.102 0.229 -0.892
O 4.099 -1.258 0.963 0.11 0.29 -0.49
O 3.088 -3.343 -0.143 -0.427 -0.074 -0.282
O -10.738 -7.767 -3.226 0.31 0.386 0.148
O -2.013 -6.675 -3.888 0.397 -0.292 0.177
O -5.852 -1.639 -0.539 0.162 -0.408 -0.332
O -4.425 6.657 0.9 0.374 -0.051 0.3
O 3.442 -7.794 -1.743 0.466 0.058 0.159
O -2.659 3.242 -7.014 0.012 -0.495 -0.032
O 3.649 4.236 20.888 -0.136 -0.334 -0.46
O -5.374 2.361 21.465 -0.183 0.106 0.26
O -9.352 6.04 22.265 -0.193 -0.576 -0.02
O -7.788 -0.025 -4.158 0.439 -0.113 0.56
O -1.1 0.694 -6.054 0.45 0.206 -0.045
O -2.177 5.297 -5.423 0.381 0.204 -0.179
O -8.107 -0.301 -0.574 -0.169 0.326 0.017
O 2.708 6.874 24.038 0.113 0.367 0.17
O -3.881 6.71 23.257 -0.148 -0.185 0.21
O 3.412 7.21 -4.112 -0.236 0.324 -0.622
O -3.852 1.306 23.135 0.404 0.39 -0.025
O -1.217 -7.172 23.176 -0.099 0.099 0.246
O 5.086 -4.609 -4.575 -0.033 0.161 -0.133
O -2.267 -0.226 24.538 -0.117 0.174 0.348
O -0.182 2.908 0.007 -0.378 -0.126 0.217
O 5.177 7.266 23.643 0.064 0.346 0.29
O -8.352 -5.545 24.82 0.276 0.349 0.127
O -9.844 -3.284 -6.255 -0.22 -0.078 -0.178
O -7.545 4.817 23.708 0.205 -0.447 0.081
O 2.373 -1.88 25.195 0.443 0.006 0.347
O -6.276 3.322 -1.091 -0.114 0.101 -0.305
O 2.017 -1.744 -5.394 -0.243 0.185 -0.241
O 1.073 -6.755 -1.108 0.015 0.226 -0.359
O -1.079 -1.91 -1.72 0.105 0.217 -0.108
O 3.108 2.533 22.803 -0.013 -0.178 -0.161
O -0.117 -1.595 24.632 0.413 0.256 0.025
O -9.534 6.394 -4.014 0.298 0.169 -0.553
O -1.53 -6.214 -1.394 -0.56 -0.55 -0.063
O -6.48 -6.726 23.038 0.46 0.443 0.487
O -0.413 5.501 0.13 -0.327 0.26 -0.274
O -3.34 4.753 25.006 -0.089 -0.13 -0.326
O 5.285 -4.896 -0.196 -0.157 -0.083 -0.162
O -2.238 -2.821 23.692 0.38 -0.134 -0.154
O -2.614 7.225 25.498 0.395 0.065 -0.24
O -3.142 7.787 -5.392 -0.437 0.023 0.035
O -9.015 -7.883 -7.33 -0.72 -0.211 0.184
O -0.977 3.705 25.73 0.249 -0.322 0.619
O -3.297 -0.629 -0.811 0.02 0.37 -0.403
O 0.534 -2.889 -3.5 0.196 0.187 0.213
O -9.867 6.925 -1.379 -0.705 -0.051 -0.116
O -4.719 5.773 -5.927 0.174 -0.178 -0.423
O -0.652 -7.406 25.7 0.345 0.331 0.39
O -7.804 -2.565 -2.008 -0.218 -0.012 -0.108
O -9.841 -1.756 -3.816 0.175 -0.552 -0.126
O -8.01 5.305 -0.417 -0.105 -0.038 -0.211
O 1.327 2.997 24.677 0.276 0.128 0.49
O -8.089 -8.128 -2.751 -0.085 0.615 0.479
O -3.066 2.166 25.501 0.112 0.027 -0.109
O -6.795 -1.408 25.336 -0.223 0.006 0.438
O -6.917 7.021 22.599 0.687 0.121 -0.229
O -3.485 7.628 -1.327 0.748 0.241 -0.14
O 0.817 1.211 22.931 -0.632 -0.324 0.45
O 4.836 3.173 -1.01 0.065 -0.513 -0.148
O 4.058 -6.687 25.456 -0.555 -0.381 0.058
O -5.862 6.791 -2.008 -0.416 -0.134 0.54
O -6.622 -2.938 -4.411 -0.229 -0.003 -0.107
O -4.75 0.179 25.263 -0.502 0.487 0.378
O -8.6 3.027 25.11 0.481 -0.167 -0.486
O -3.749 6.108 -3.495 0.271 -0.072 0.031
O -5.43 0.619 -5.222 0.016 0.042 -0.428
O 3.089 5.186 -0.707 0.177 0.24 0.239
O 0.548 5.543 24.681 -0.163 0.217 0.537
O -5.71 -7.156 -3.178 -0.029 0.218 -0.726
O 4.791 -1.155 24.472 0.174 -0.344 -0.327
O -9.43 5.443 25.647 0.127 0.349 0.032
O -9.252 1.862 -1.622 0.299 0.16 0.047
O 1.908 -0.022 -3.46 -0.232 -0.185 0.055
O 1.407 6.967 -1.662 -0.475 -0.021 -0.366
O -7.01 4.887 26.282 0.144 -0.442 0.264
O 5.039 -0.092 -2.507 -0.218 0.335 0.363
O -10.749 2.806 21.922 0.147 -0.154 0.116
O 5.148 2.275 -3.466 -0.143 0.235 -0.341
O 2.316 3.019 -6.67 0.486 -0.359 0.11
O 2.423 -4.274 -4.707 -0.085 -0.503 -0.113
O -5.43 0.78 -1.51 -0.588 -0.265 -0.174
O 1.402 2.508 -4.23 0.129 0.371 0.089
O 3.04 -4.602 24.247 0.085 0.305 0.075
O -9.885 -7.486 25.833 0.113 -0.49 0.076
O -0.772 3.888 23.13 0.084 -0.299 0.185
O -6.467 7.081 -4.494 -0.126 0.419 -0.313
O 4.347 4.792 23.311 -0.067 -0.21 0.193
O 1.087 -6.3 24.131 0.41 -0.301 0.123
O 0.793 -3.968 25.481 -0.457 -0.475 0.452
O -9.11 -5.749 -5.852 0.007 -0.333 0.557
O -1.759 -4.166 -3.012 -0.028 0.071 -0.366
O 3.785 -1.996 -3.595 -0.054 -0.596 0.255
O -5.008 -4.061 -6.203 -0.436 -0.133 0.005
O -4.063 2.818 -2.429 0.498 -0.186 -0.779
O 1.301 1.599 -1.642 0.215 0.053 -0.085
O -6.892 4.521 -5.17 0.24 -0.445 0.462
O -1.083 -7.321 -6.356 0.365 0.087 0.248
O -1.961 2.75 -4.595 -0.011 0.356 0.368
O 3.981 0.253 -4.939 -0.056 0.263 -0.546
O -2.455 -2.847 0.228 0.09 -0.283 -0.493
O 0.21 -3.528 -6.015 -0.045 -0.741 0.095
O -0.53 0.908 -3.434 -0.26 -0.405 0.291
O -3.434 -0.192 -6.773 -0.628 0.291 -0.367
O -10.451 0.518 0.251 -0.2 -0.01 -0.064
O -4.701 -2.372 24.292 -0.427 0.291 -0.584
O 5.283 -2.678 -1.562 0.292 0.158 0.112
O 2.039 4.989 -5.01 -0.108 0.335 -0.211
O -7.675 2.072 -5.681 -0.236 -0.212 -0.273
O -6.07 -1.686 -6.662 -0.186 0.296 0.052
O -7.513 -8.064 24.962 0.319 -0.441 0.301
O -6.467 -4.731 -2.508 -0.101 0.115 -0.052
O 3.418 -6.55 -4.092 -0.53 -0.112 -0.499
O -3.276 -5.941 -5.973 -0.027 0.269 0.242
O -6.473 2.176 -3.405 -0.153 0.327 0.057
O 4.317 5.693 25.695 -0.612 0.054 0.067
O -8.957 -0.536 24.003 -0.059 0.488 -0.519
O -3.509 -4.596 25.15 0.213 -0.133 0.004
O -9.223 -0.781 -6.232 0.358 0.277 -0.118
O 0.839 4.439 -1.935 -0.105 -0.245 -0.575
O -0.113 3.813 -6.061 -0.053 0.115 -0.364
O 2.767 0.579 24.478 0.23 0.167 0.362
O 0.184 -4.241 -1.255 0.233 0.212 0.304
O -4.043 5.05 -1.138 0.032 0.216 0.477
O 0.9 -3.965 22.901 -0.608 0.038 0.174
O -10.573 1.168 25.12 -0.245 -0.029 -0.471
O -5.158 6.606 25.573 0.049 0.366 -0.141
O -10.736 -4.643 24.614 0.006 0.223 0.544
O -3.917 -5.51 -2.328 -0.032 0.202 -0.019
O -8.397 -3.064 24.092 -0.196 0 -0.179
O -8.972 -7.726 22.85 -0.244 0.432 -0.084
O 3.688 -4.639 -2.341 -0.593 -0.148 0.039
O -8.76 -4.238 -3.835 -0.347 -0.065 0.017
O -9.481 4.058 -5.316 -0.436 -0.149 -0.401
O -2.982 0.34 -4.238 0.074 0.12 0.623
O -9.806 -1.149 26.37 0.171 -0.123 -0.111
O -1.279 -1.673 -7.228 -0.014 -0.032 0.009
O -9.72 4.215 -2.688 0.224 0.238 0.146

Results
total energy: -101649.327 eV
total energy less fixed offsets of O -438.25, Si -107.07 eV per atom: 3.873 eV
